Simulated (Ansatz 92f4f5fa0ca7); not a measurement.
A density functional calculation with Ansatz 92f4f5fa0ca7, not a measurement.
Periodic cell of 196 atoms, Si117O79, from a study of silicon, its oxide and their interface. The atomic structure is a simulated model.

Settings: functional r2SCAN; potential files Ansatz norm-conserving; basis plane waves; wave-function cutoff 1300 eV; density cutoff ratio 4; exchange-correlation grid ratio 1; k mesh 2 x 2 x 1, shifted by 0.5 0.5 0.5 of a step; self-consistency stop 5e-08 eV per atom in the density residual; occupations Fermi-Dirac, 0.05 eV; spin none; net charge 0.

Cell vectors (angstrom)
a	11.5403	0	0
b	0	11.5403	0
c	4.2716	3.1945	24.9157

Atoms and the computed forces on them: element, x, y, z (angstrom), force x, y, z (eV/angstrom)
Si	1.8827	0.5991	1.9591	0.2266	0.0075	0.1206
Si	0.4313	8.0808	-2.6471	0.157	0.0067	-0.3497
Si	-0.2105	9.3587	0.3037	-0.2067	-0.5053	-0.8012
Si	4.051	-0.1024	1.2246	0.043	0.089	0.1764
Si	5.644	2.2672	3.6436	0.0535	-0.0265	0.1196
Si	3.9458	8.5961	0.2538	-0.4235	0.3812	-0.0917
Si	7.1393	-1.4837	-2.0804	-0.07	0.2171	-0.4522
Si	9.1089	3.2396	0.1754	-0.17	-0.1364	-0.0377
Si	7.5078	7.9804	-0.0296	0.4086	0.1562	-0.3367
Si	0.0163	0.3573	0.5936	0.6858	0.5875	-0.6401
Si	1.7357	4.4051	1.8419	0.3953	-0.2222	-0.5418
Si	1.501	6.4391	3.0512	-0.0555	-0.1845	0.2491
Si	4.8851	3.078	-2.0462	-0.1022	0.0712	-0.2693
Si	4.7468	4.3811	0.6142	0.144	-0.0568	0.0477
Si	5.5673	7.1222	0.921	0.1026	-0.7786	-0.4717
Si	9.5947	0.8544	1.7597	-0.7969	0.6089	-0.172
Si	9.4281	2.5641	3.3863	-0.0437	0.0715	0.1565
Si	9.1617	10.3728	2.8927	0.1237	-0.2746	0.1515
Si	1.7769	2.541	3.275	-0.0342	0.1104	0.0442
Si	1.4346	8.3562	1.6833	0.135	0.0937	-0.1659
Si	1.6844	10.2103	3.2116	-0.2249	-0.0103	0.3458
Si	6.2107	4.0923	2.3484	-0.0197	0.2046	-0.2966
Si	5.5431	6.248	3.1324	0.0241	-0.1079	0.4758
Si	5.4348	11.4826	3.196	0.0194	0.0737	-0.144
Si	8.6175	4.3827	2.1312	-0.1072	0.251	-0.0449
Si	9.2962	6.5196	3.0033	0.1587	-0.1185	-0.1383
Si	9.3627	8.4302	1.4429	-0.109	0.0479	0.0708
Si	-0.1621	2.6134	4.623	-0.0105	0.0095	0.1112
Si	-0.3645	6.4425	4.4736	-0.0171	-0.0918	-0.0347
Si	-0.4126	10.3224	4.3875	0.1789	-0.0101	-0.2162
Si	3.63	2.6407	4.7168	-0.1398	0.0798	0.127
Si	3.5318	6.4715	4.4063	0.1559	0.001	-0.2053
Si	3.6565	10.4706	4.5113	-0.0865	0.0082	-0.0076
Si	7.5882	2.5834	4.8431	-0.0913	-0.2906	0.2055
Si	7.4475	6.5777	4.4819	-0.2798	0.1223	0.0791
Si	7.3324	10.4917	4.3827	-0.0156	-0.0281	-0.1575
Si	-0.2958	0.6366	5.9007	-0.0587	0.0241	-0.0754
Si	-0.2602	4.5588	5.922	0.0393	0.0374	0.0769
Si	-0.3558	8.4226	5.7793	-0.1562	0.1255	-0.0331
Si	3.5691	0.7023	6.0161	-0.1232	0.2033	0.1631
Si	3.5946	4.6348	5.9349	-0.0634	-0.0433	0.099
Si	3.6637	8.4355	5.7414	0.0294	0.0551	-0.0468
Si	7.4776	0.6319	6.0498	-0.0136	0.2998	0.1839
Si	7.4744	4.6435	5.9508	0.049	-0.019	0.0237
Si	7.3491	8.5266	5.781	0.075	-0.1267	-0.1159
Si	1.6226	0.637	7.2636	0.1078	0.0335	0.0457
Si	1.6615	4.5688	7.2842	0.0051	0.003	-0.0495
Si	1.6638	8.4472	7.0205	0.015	0.1074	-0.1525
Si	5.5135	0.7431	7.3553	-0.0227	-0.089	0.1481
Si	5.534	4.5844	7.3296	0.033	0.0004	-0.0393
Si	5.5008	8.447	7.2249	0.0241	-0.0686	0.0312
Si	9.3835	0.6896	7.3698	0.0143	-0.1383	0.0978
Si	9.3774	4.5651	7.3306	-0.0592	0.0103	-0.0207
Si	9.2709	8.4522	7.183	0.0128	0.0606	-0.0252
Si	1.6795	2.5589	8.5998	0.0048	0.149	-0.1551
Si	1.5919	6.6092	8.4518	0.0233	-0.0789	0.0081
Si	1.6992	10.2316	8.5419	-0.0597	0.0489	0.1508
Si	5.5433	2.6517	8.7865	-0.1097	0.0662	0.1152
Si	5.5461	6.5491	8.621	-0.0356	-0.056	0.1837
Si	5.4936	10.3391	8.6532	-0.0415	0.0625	0.1503
Si	9.4033	2.6389	8.7322	-0.042	0.0662	0.0085
Si	9.3538	6.5426	8.5954	0.0481	-0.0337	0.0121
Si	9.2416	10.2893	8.6616	0.2129	-0.0782	0.1404
Si	-0.1586	2.5622	10.0355	-0.0203	-0.0841	0.1628
Si	-0.2505	6.4842	9.938	0.0715	0.1114	-0.0755
Si	11.2413	8.3822	11.3197	-0.0844	0.0729	-0.2157
Si	3.505	2.5788	10.1061	0.1899	-0.0873	0.0949
Si	3.4844	6.5485	9.7965	0.2149	0.0338	-0.1261
Si	5.3784	0.9346	12.9446	-0.1146	0.1608	0.4871
Si	7.5287	2.6943	10.1787	-0.001	-0.0054	-0.1979
Si	7.4945	6.6292	10.0151	-0.0681	0.0482	-0.1542
Si	7.3308	10.4177	10.1433	-0.1354	0.1409	0.03
Si	11.3702	0.4553	11.1707	0.0314	-0.1452	-0.1671
Si	11.4376	3.6809	13.9325	0.1004	0.158	0.2728
Si	4.9275	5.5768	12.9653	-0.0044	-0.6479	0.1816
Si	3.5878	10.2674	10.0204	-0.0842	-0.0822	0.0215
Si	2.8868	4.6792	11.0546	0.3077	-0.0764	0.2829
Si	5.372	7.8988	12.7564	-0.2767	0.5175	0.4625
Si	7.4663	0.8458	11.6502	0.1392	-0.422	0.0812
Si	7.3652	4.7393	11.37	-0.0802	-0.0743	0.5458
Si	7.3368	8.4683	11.5018	0.2388	0.1899	-0.1091
Si	5.814	10.002	14.9669	-0.1165	0.3337	0.1799
Si	3.5135	8.2966	11.3675	0.0563	0.1828	-0.2724
Si	3.5112	12.1173	11.5235	-0.1462	-0.0304	-0.1829
Si	11.2698	-1.3881	9.7877	0.0965	-0.0119	-0.091
Si	9.3701	9.17	12.539	0.2643	-0.4296	0.4703
Si	9.5944	11.5975	12.6606	-0.14	0.2209	-0.1103
Si	11.3042	12.379	14.2207	0.3465	0.0679	0.5245
Si	4.6319	3.4325	14.8841	-0.125	-0.2158	0.4633
Si	13.1247	8.7153	12.6432	-0.2636	-0.554	0.6572
Si	8.1108	0.7625	18.0555	0.1983	0.1379	0.1857
Si	8.6938	4.5088	14.269	-0.1031	-0.0879	0.1762
Si	12.0634	4.5637	11.1147	-0.6106	0.1353	0.3873
Si	10.6518	11.4209	16.901	0.1272	0.0655	0.5967
Si	1.9545	4.5311	15.9949	0.1823	-0.0458	0.3657
Si	11.8605	7.2022	19.7877	-0.0251	-0.0001	-0.2869
Si	6.9701	3.2391	16.5149	-0.0829	-0.0346	0.5311
Si	12.7979	7.4651	15.6703	0.1144	0.0486	0.43
Si	8.8597	9.1868	15.4471	0.1889	-0.172	0.4716
Si	4.7569	8.2931	21.8854	0.0274	0.0882	-0.4979
Si	6.806	8.0383	19.6234	0.0819	0.0105	-0.1775
Si	9.4402	8.4261	20.8534	-0.0707	0.0592	-0.2133
Si	12.948	9.5164	17.9227	0.0059	0.0815	0.0521
Si	7.4446	4.3318	21.249	-0.0315	0.1124	-0.3849
Si	13.5236	3.5678	21.6824	-0.0294	-0.1302	-0.3898
Si	13.1149	-0.4339	12.5736	0.2518	0.3805	0.1069
Si	17.4363	1.0447	19.895	0.006	0.1575	-0.0817
Si	4.5489	3.7829	20.3873	0.2008	0.1086	-0.2773
Si	11.5714	10.476	21.9226	-0.1152	-0.1148	-0.3985
Si	8.0667	5.3386	18.5332	0.1181	-0.0166	0.108
Si	12.125	6.2119	22.4989	-0.0536	0.0537	-0.4576
Si	4.1076	6.4152	24.4169	0.004	0.2545	-0.1362
Si	9.7347	6.614	16.3511	-0.0206	-0.1982	0.5158
Si	13.5437	4.5889	19.0475	-0.0494	-0.0143	-0.169
Si	14.2903	9.991	20.451	0.0047	-0.0187	-0.2746
Si	5.9109	10.3694	17.8941	-0.0129	-0.1019	0.3198
Si	8.6308	2.4765	23.2173	0.104	0.3455	-0.5887
O	4.9603	7.2677	25.5356	-0.1314	-0.1456	0.0417
O	2.4981	7.8758	0.4677	0.16	0.3961	0.1342
O	4.7107	4.5562	-2.6738	0.0846	-0.2564	0.0295
O	3.2163	4.5416	1.1435	0.0692	-0.0172	0.0818
O	10.599	5.6525	22.4277	0.0852	0.176	0.1723
O	8.6677	1.6548	0.5688	0.4233	-0.077	0.0689
O	4.793	3.1682	-0.4462	-0.088	0.053	-0.2715
O	5.7843	4.7445	11.8331	-0.0112	0.239	0.1528
O	0.5233	4.2421	15.3121	-0.1463	-0.0913	-0.463
O	11.6336	4.7354	12.722	0.2457	-0.2796	-0.1232
O	9.8637	3.4074	14.1556	0.0562	0.1929	-0.1553
O	8.204	4.9253	12.7886	-0.1197	-0.0835	-0.371
O	-0.0048	8.7941	-1.2685	-0.0227	0.2997	0.5089
O	0.2307	1.6169	-0.5474	-0.2126	-0.3424	0.1985
O	17.3974	12.0958	21.4478	-0.2665	-0.1167	0.0988
O	4.3795	7.1739	22.9845	-0.0311	-0.2705	0.3312
O	7.7319	1.8789	16.9425	-0.0816	0.0813	-0.0482
O	16.6117	2.4273	19.6516	0.0207	-0.0488	0.258
O	8.5304	3.4391	24.5429	-0.0216	-0.4454	0.12
O	7.9098	5.4159	22.3357	0.1621	0.0246	0.0934
O	5.969	7.7193	20.9686	-0.2112	0.174	0.2273
O	12.5929	5.9144	19.1148	0.0198	0.0288	0.2117
O	8.1217	3.775	-1.024	0.1089	-0.3563	0.2104
O	9.8405	10.3027	16.0686	-0.1441	-0.1476	-0.1165
O	-0.788	8.0518	-3.7398	0.1023	-0.2476	0.1994
O	7.1451	-2.0224	-0.546	0.0028	-0.3142	-0.1738
O	13.3732	8.699	16.5857	-0.2213	-0.1137	-0.1398
O	3.0662	3.6119	15.2592	0.0523	0.1241	-0.192
O	9.5151	8.5794	14.09	-0.1283	0.4249	-0.1107
O	15.1371	3.3552	21.6423	-0.2257	0.0805	0.0661
O	5.5162	-0.185	14.1315	0.0482	-0.1393	-0.1957
O	7.4167	9.7987	15.0821	-0.0306	-0.0861	-0.0885
O	12.1741	8.4615	18.8621	0.1124	0.0403	-0.0239
O	5.1822	10.2032	16.4576	0.2756	-0.0765	-0.3054
O	5.1684	4.9101	14.4333	-0.0044	0.0441	-0.2514
O	9.2605	5.8071	15.0344	-0.0478	-0.1563	-0.1187
O	11.9771	10.7713	17.5745	-0.1936	-0.0605	-0.2093
O	5.1726	8.7239	14.2041	0.1778	-0.1707	-0.3323
O	4.9095	2.3384	13.7057	0.1652	-0.0933	-0.0596
O	0.8896	6.536	-2.3491	-0.1711	0.005	-0.0822
O	7.6882	7.0449	-1.4152	-0.1308	0.3875	0.4359
O	9.7181	0.5404	18.0755	-0.0703	-0.1952	-0.4142
O	12.8233	2.4394	22.5698	-0.051	-0.0015	0.1307
O	7.6307	2.8993	21.9972	0.2031	-0.0115	0.4264
O	5.3927	2.9626	16.2539	0.127	0.1838	-0.4871
O	12.6188	-0.1599	14.1463	-0.4778	0.0183	-0.2748
O	16.7751	11.4885	18.8695	0.3371	-0.0839	-0.0112
O	7.5547	3.7583	15.1132	0.1405	0.1224	-0.2389
O	14.2078	10.0683	18.8117	-0.1903	-0.154	0.2424
O	11.2913	7.0646	16.2083	0.0546	0.0231	-0.259
O	3.3839	5.1491	12.5878	-0.083	-0.091	-0.2026
O	8.3796	4.5204	19.9127	-0.3092	0.0352	0.1673
O	12.7915	10.0322	21.0011	0.0829	0.0538	0.149
O	9.4218	5.6984	17.6853	-0.1166	0.1887	-0.3575
O	1.8974	4.0402	17.5432	0.0136	0.2253	-0.2508
O	8.7936	7.9379	16.4945	0.0766	0.2249	-0.3651
O	2.2045	6.1455	15.9115	-0.1845	-0.0598	-0.2102
O	3.9296	-1.7373	1.3658	0.1049	-0.4294	-0.8969
O	6.9883	8.8585	-3.1552	0.0619	0.0199	0.3756
O	5.8789	4.5733	20.8711	0.0525	-0.217	0.086
O	12.9643	3.5172	20.1363	0.272	0.2366	0.3755
O	10.2982	9.7168	21.2723	0.2009	-0.0298	0.28
O	3.4943	8.6066	20.8857	0.2059	0.2241	0.2855
O	7.4743	1.2413	19.4805	-0.2813	-0.2117	-0.2179
O	7.2152	6.6613	18.8933	0.0891	0.0452	0.1276
O	12.0035	13.7466	13.592	-0.3657	0.0039	0.2299
O	5.9046	8.9213	18.6164	0.0837	0.2484	-0.0209
O	10.2291	7.2968	19.9454	0.1738	0.1528	0.2328
O	8.1411	8.8951	20.0044	-0.015	-0.3002	0.1661
O	8.3281	0.941	23.6714	0.0369	-0.1075	0.4392
O	10.139	2.6845	22.6375	-0.0554	-0.2718	0.2858
O	11.0121	12.5814	15.8239	0.0706	-0.1014	-0.3903
O	12.8656	7.934	14.1191	0.2225	0.4143	-0.4557
O	15.1517	4.7463	19.4265	-0.1938	-0.2569	0.2168
O	5.2443	5.7855	-0.0509	-0.2072	0.3106	0.1665
O	7.1127	4.3801	17.6493	0.0732	-0.166	-0.3047
O	13.1918	5.0118	22.3246	-0.0507	0.0414	0.0909
O	7.4478	10.8704	17.6649	-0.2529	0.0892	-0.0189
O	12.4026	7.2908	21.316	-0.2342	-0.2702	0.147

Results
free energy: -50451.623 eV
free energy less fixed offsets of O -463.61, Si -117.95 eV per atom: -26.283 eV
pressure: -1.32 GPa
stress xx, yy, zz, yz, xz, xy (GPa, positive in tension): 1.07, 1.49, 1.39, -0.23, 0.1, -0.13

The program warned: the forces do not sum to zero within the program's tolerance.
